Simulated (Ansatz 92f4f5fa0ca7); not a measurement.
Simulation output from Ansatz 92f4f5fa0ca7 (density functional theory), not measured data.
Periodic cell of 220 atoms, Si132O88, from a study of silicon, its oxide and their interface. The atomic structure is a simulated model.

Settings
functional: PBE
potential files: Ansatz PAW
basis: plane waves
wave-function cutoff: 700 eV
density cutoff ratio: 5
exchange-correlation grid ratio: 1
k mesh: 2 x 2 x 1, shifted by 0.5 0.5 0.5 of a step
self-consistency stop: 5e-08 eV per atom in the density residual
occupations: fixed
spin: none
net charge: 0

Cell vectors (angstrom)
a, 10.938, 0, 0
b, 0, 10.938, 0
c, 0, 0, 32.1428

Atoms and the computed forces on them: element, x, y, z (angstrom), force x, y, z (eV/angstrom)
Si, 0.195, -0.1598, 24.5023, -0.0901, 0.087, -0.0255
Si, 5.585, -0.3243, 24.7557, -0.0593, -0.0464, 0.0593
Si, 2.5266, 3.0297, 24.4845, 0.0175, -0.0362, -0.0798
Si, 8.0744, 2.9545, 25.047, 0.0734, 0.0904, 0.0597
Si, 0.0489, 5.1078, 24.6717, -0.1074, -0.0594, -0.0093
Si, 5.803, 5.1528, 24.6392, 0.0345, -0.0737, 0.038
Si, 2.4512, 8.488, 24.5963, 0.0417, 0.0643, -0.0355
Si, 8.0008, 8.5675, 24.7884, 0.0282, 0.0203, 0.0754
Si, 1.4026, 1.3975, 25.8351, 0.0082, -0.0189, 0.1033
Si, 6.7442, 1.3178, 26.0173, 0.0111, 0.0139, 0.1156
Si, 4.0637, 4.1605, 25.907, 0.0127, -0.049, 0.0356
Si, 9.6174, 4.1083, 26.2979, 0.0212, 0.0572, 0.0414
Si, 1.2664, 6.8336, 25.8217, 0.0173, -0.0032, 0.1243
Si, 6.8555, 6.8471, 25.9368, -0.0139, 0.0072, 0.1063
Si, 4.0201, 9.4971, 26.0697, 0.0676, -0.0038, 0.056
Si, 9.5915, 9.7134, 26.0207, -0.0079, 0.0391, 0.0478
Si, 2.7139, 0.047, 27.3396, -0.0049, -0.0367, -0.0237
Si, 8.1842, 0.0552, 27.3973, -0.0239, -0.0525, -0.0331
Si, 0.0771, 2.6411, 27.4033, 0.019, 0.0785, -0.0136
Si, 5.3978, 2.7559, 27.3399, 0.0248, -0.0045, -0.0488
Si, 2.6927, 5.5333, 27.2853, 0.012, 0.0033, 0.043
Si, 8.1844, 5.5454, 27.4268, -0.0425, -0.0351, -0.0794
Si, -0.0271, 8.2091, 27.3128, 0.0471, -0.0139, 0.0067
Si, 5.4631, 8.1531, 27.3671, -0.0312, 0.0361, -0.0492
Si, 4.1018, 1.3673, 28.7246, -0.2067, 0.1266, 0.0837
Si, 9.5708, 1.3673, 28.7246, 0.0958, -0.022, 0.4757
Si, 1.3673, 4.1018, 28.7246, 0.3503, 0.0326, -0.1824
Si, 6.8362, 4.1018, 28.7246, -0.2636, 0.0179, -0.1284
Si, 4.1018, 6.8362, 28.7246, -0.2128, -0.2281, 0.0338
Si, 9.5708, 6.8362, 28.7246, 0.108, 0.5526, 0.3609
Si, 1.3673, 9.5708, 28.7246, -0.1029, 0.0299, -0.3436
Si, 6.8362, 9.5708, 28.7246, 0.0047, -0.1587, -0.0778
Si, 0, 0, 30.0918, -0.1538, -0.127, 0.0372
Si, 5.469, 0, 30.0918, -0.0115, -0.0087, -0.058
Si, 2.7345, 2.7345, 30.0918, 0.1238, 0.0935, 0.0385
Si, 8.2035, 2.7345, 30.0918, 0.1023, 0.0519, -0.0316
Si, 0, 5.469, 30.0918, -0.034, -0.0101, -0.0645
Si, 5.469, 5.469, 30.0918, -0.1058, -0.1415, 0.0221
Si, 2.7345, 8.2035, 30.0918, 0.0445, 0.0407, -0.0515
Si, 8.2035, 8.2035, 30.0918, 0.1177, 0.0493, 0.0517
Si, 1.3673, 1.3673, 31.4591, -0.0179, 0.0464, -0.0252
Si, 6.8362, 1.3673, 31.4591, -0.0091, -0.0423, -0.0125
Si, 4.1018, 4.1018, 31.4591, -0.0078, -0.0367, 0.0331
Si, 9.5708, 4.1018, 31.4591, -0.0395, 0.0279, 0.006
Si, 1.3673, 6.8362, 31.4591, 0.026, -0.0026, -0.0132
Si, 6.8362, 6.8362, 31.4591, -0.0005, 0.038, -0.0177
Si, 4.1018, 9.5708, 31.4591, -0.0111, -0.0076, 0.0053
Si, 9.5708, 9.5708, 31.4591, -0.0342, 0.0248, 0.0384
Si, 2.7345, 0, 0.6835, -0.0098, -0.0022, 0.0045
Si, 8.2035, 0, 0.6835, 0.0275, 0.0313, -0.0101
Si, 0, 2.7345, 0.6835, -0.0254, -0.0182, 0.0109
Si, 5.469, 2.7345, 0.6835, 0.0364, 0.0219, -0.0065
Si, 2.7345, 5.469, 0.6835, 0.0001, -0.0004, -0.0176
Si, 8.2035, 5.469, 0.6835, 0.0123, -0.0437, 0.0093
Si, 0, 8.2035, 0.6835, -0.031, -0.0037, -0.0112
Si, 5.469, 8.2035, 0.6835, 0.0173, 0.0088, 0.0151
Si, 4.1018, 1.3673, 2.0507, 0.0237, 0.0276, 0.057
Si, 9.5708, 1.3673, 2.0507, -0.0807, -0.0837, -0.0345
Si, 1.3673, 4.1018, 2.0507, 0.1055, 0.0553, -0.0241
Si, 6.8362, 4.1018, 2.0507, -0.0647, -0.0502, 0.0177
Si, 4.1018, 6.8362, 2.0507, -0.1178, -0.0847, -0.0037
Si, 9.5708, 6.8362, 2.0507, 0.0331, 0.0702, 0.0373
Si, 1.3673, 9.5708, 2.0507, -0.0291, -0.0284, 0.0264
Si, 6.8362, 9.5708, 2.0507, -0.0076, 0.0019, -0.0274
Si, 0, 0, 3.418, -0.3439, -0.0344, -0.2708
Si, 5.469, 0, 3.418, 0.2781, 0.0093, 0.1119
Si, 2.7345, 2.7345, 3.418, 0.1306, 0.5375, -0.1091
Si, 8.2035, 2.7345, 3.418, 0.0056, -0.096, 0.1813
Si, 0, 5.469, 3.418, 0.1701, -0.0395, 0.3216
Si, 5.469, 5.469, 3.418, -0.248, -0.4607, -0.125
Si, 2.7345, 8.2035, 3.418, -0.1637, -0.2926, -0.1975
Si, 8.2035, 8.2035, 3.418, 0.0633, 0.1837, -0.171
Si, 1.3055, 1.4355, 4.6984, -0.0259, -0.0296, 0.163
Si, 6.8573, 1.3484, 4.8266, -0.0214, -0.0063, -0.0306
Si, 4.121, 4.079, 4.8562, -0.0122, 0.0095, 0.0488
Si, 9.575, 4.0921, 4.799, -0.0182, 0.032, 0.0049
Si, 1.3762, 6.8517, 4.8344, 0.0121, -0.0196, -0.017
Si, 6.8618, 6.7855, 4.7167, -0.0737, 0.0797, 0.0638
Si, 4.0977, 9.5377, 4.7334, 0.0328, -0.016, 0.0361
Si, 9.5476, 9.5838, 4.7952, 0.0234, -0.0197, 0.0244
Si, 2.6023, -0.0689, 5.9136, 0.0046, 0.0129, -0.1312
Si, 8.2204, 0.0131, 6.2413, -0.0336, 0.0576, -0.0186
Si, -0.0474, 2.7117, 6.1962, 0.0234, 0.0172, 0.0242
Si, 5.4405, 2.5772, 6.255, 0.1059, 0.0048, -0.1671
Si, 2.7285, 5.5227, 6.2879, -0.0303, 0.0382, -0.1786
Si, 8.14, 5.4079, 6.1245, 0.0737, -0.0417, -0.0962
Si, -0.075, 8.1609, 6.1681, 0.0022, -0.0197, -0.1103
Si, 5.4673, 8.1383, 6.058, -0.0194, -0.0359, -0.1671
Si, 3.6951, 1.3301, 7.3901, 0.0085, 0.0086, 0.1426
Si, 9.7847, 1.1693, 7.6334, -0.0129, -0.0235, -0.0868
Si, 1.6587, 3.775, 7.4451, -0.1115, 0.0476, -0.2709
Si, 6.6437, 4.1875, 7.471, 0.0371, 0.0645, 0.0403
Si, 4.4924, 6.5589, 7.5263, -0.0085, 0.3262, 0.4679
Si, 9.245, 7.0145, 7.4277, -0.0245, -0.0078, -0.0007
Si, 1.0819, 9.8196, 7.3145, 0.118, 0.0981, 0.0942
Si, 7.0114, 9.2612, 7.3509, -0.0575, -0.0617, 0.0981
O, 1.2649, 4.0838, 24.0887, -0.0162, 0.0044, -0.1277
O, 6.7837, 9.572, 24.2667, -0.0094, 0.0255, -0.2938
O, 2.9304, 2.7653, 7.3297, 0.0862, -0.1152, -0.0602
O, 8.1261, 8.1595, 7.8607, 0.0233, 0.0404, 0.1419
O, 5.5436, 5.3825, 7.9449, 0.0987, -0.2232, 0.0232
O, 0.0356, 0.0178, 7.9365, -0.0571, 0.0134, 0.1818
O, 5.3584, 5.4797, 23.087, 0.048, 0.0277, -0.0745
O, 10.5109, 0.4814, 23.0736, 0.0103, -0.0038, -0.0614
O, 2.1422, 9.3513, 8.5213, -0.0848, 0.1329, -0.0059
O, 1.4873, 3.8208, 9.0578, -0.073, -0.0266, 0.3076
O, 9.2017, 1.8524, 8.962, 0.2915, -0.2445, -0.3972
O, 7.7143, 9.7443, 12.1548, 0.0744, -0.0397, 0.0934
O, 3.387, 0.7698, 8.9426, -0.0644, 0.0133, 0.0867
O, 4.3348, 7.4011, 9.2894, -0.0261, -0.1904, 0.1402
O, 7.4851, 3.5482, 8.6709, 0.4027, -0.3981, 0.3904
O, 9.831, 6.4159, 8.842, 0.0284, 0.0614, 0.1828
O, 3.3501, 2.4246, 23.141, 0.0119, 0.0077, -0.0357
O, 4.6699, 0.1459, 23.4716, 0.0251, 0.024, -0.0439
O, 9.179, 2.5078, 23.931, -0.0148, -0.0767, -0.1159
O, 9.8312, 5.5524, 23.5363, 0.0225, 0.0171, -0.0157
O, 19.8887, 8.0986, 23.5252, -0.0137, -0.0177, -0.0812
O, 3.2988, 7.9609, 23.2817, -0.0206, -0.0275, -0.0733
O, 6.9766, 4.0142, 24.4318, 0.0211, -0.0321, -0.2244
O, 1.3206, 9.6178, 24.1051, -0.0164, 0.0097, -0.1494
Si, 3.897, 6.4199, 10.7984, 0.5774, 0.8275, -0.9783
Si, 9.2974, 4.1586, 14.6114, 0.2365, 0.0259, 0.0902
Si, 7.456, 8.1692, 11.9112, -0.2546, 0.0897, -0.26
Si, 4.2137, 1.2454, 22.3561, 0.0043, -0.027, 0.0554
Si, 17.2958, 3.8178, 14.1339, 0.3552, 0.1017, 0.7375
Si, 2.7437, -0.4825, 20.1191, 0.0333, 0.0317, 0.1314
Si, 7.1942, 4.1221, 19.4263, -0.0121, 0.0008, 0.1257
Si, 14.0655, 6.5835, 16.4492, -0.0349, 0.0107, 0.0939
Si, 2.2208, 4.087, 10.4999, -0.2326, 0.3472, -0.4564
Si, 5.7558, 16.1423, 16.6818, -0.0185, 0.1534, 0.1899
Si, 3.804, 9.6968, 17.256, -0.0102, -0.011, 0.0686
Si, 10.4203, 4.2308, 11.6887, -0.5298, -0.0643, -0.2585
Si, 10.9738, 6.439, 16.0974, 0.025, 0.0164, 0.0611
Si, 8.0654, 1.5339, 14.5296, 0.3008, -0.202, 0.1113
Si, 2.7509, 10.3737, 9.6631, 0.1435, -0.2007, -0.1071
Si, 9.1342, 6.7505, 22.6311, -0.0547, 0.0105, 0.1049
Si, 11.177, -1.2819, 11.2071, 0.1278, 0.0046, -0.1722
Si, 3.5966, -3.2757, 13.7393, -0.0515, 0.056, -0.0478
Si, 5.2383, 8.8134, 9.8523, -0.4376, -0.5235, -0.409
Si, 9.5659, 1.743, 22.5655, 0.0059, 0.0115, 0.112
Si, 11.9496, -0.4816, 16.5762, 0.0153, 0.0037, 0.0421
Si, 8.0541, 2.5992, 10.0369, 0.15, 0.8256, -0.3138
Si, -0.3978, 8.1975, 18.4074, 0.023, -0.0157, 0.0608
Si, 11.7574, -2.1066, 14.1682, 0.0122, 0.0074, -0.0177
Si, 5.2743, 3.9101, 11.3308, -1.0651, 1.4192, 0.2503
Si, 6.0334, 6.0487, 21.7041, 0.0021, 0.0132, 0.1709
Si, 6.4831, 7.6818, 14.6949, 0.0449, 0.1074, -0.0652
Si, 11.5614, 6.4757, 20.6821, -0.0287, 0.0437, 0.1572
Si, 11.104, 1.0395, 18.8094, 0.0393, -0.0221, 0.0691
Si, 14.2345, 7.6629, 21.666, 0.0277, 0.0024, 0.178
Si, 6.972, 1.3263, 20.7596, -0.011, 0.0158, 0.2053
Si, 9.9922, 7.0157, 10.3632, 0.0215, -0.0489, -0.2516
Si, -0.6309, 3.6474, 20.1616, 0.0178, -0.0317, 0.1748
Si, 8.461, -0.6751, 19.0992, -0.0024, -0.0245, 0.0405
Si, 6.8721, 10.1591, 16.3505, -0.0086, -0.0534, 0.1062
Si, 8.5725, 0.1626, 11.8408, -0.0112, -0.0805, -0.2682
O, 13.3807, 8.7792, 13.9736, -0.0082, -0.0216, 0.0184
O, 7.7222, -0.9377, 17.7031, -0.0113, 0.0179, -0.0707
O, 6.0553, 8.1292, 11.0353, 0.3902, 0.0181, 0.4416
O, 1.5929, 10.501, 10.7997, -0.0922, -0.0287, 0.1435
O, 5.2091, -5.4286, 10.7747, 0.2332, -1.1882, 0.4449
O, 10.0433, 7.1297, 17.2687, 0.0324, 0.0149, -0.0243
O, 6.2713, 4.9285, 20.534, 0.0358, -0.034, -0.1207
O, 6.7527, 13.1995, 13.9052, -0.2062, 0.1542, -0.2744
O, 3.5825, 7.2542, 12.1456, 0.0483, -0.0818, 0.3186
O, 2.5263, 5.7276, 10.3432, -0.2643, -0.629, 0.2054
O, 7.7868, 4.6823, 14.2162, -0.3093, -0.1288, -0.1271
O, 11.4381, -1.6323, 17.6193, -0.0013, 0.0169, -0.0507
O, 10.2135, 4.0923, 13.2884, -0.023, 0.0075, -0.0691
O, 0.6584, 7.431, 19.3746, -0.0114, -0.0123, -0.0593
O, 6.9691, 2.4958, 19.5982, 0.0013, 0.0259, -0.0759
O, 12.4943, 6.155, 16.7144, -0.0137, 0.0237, -0.0527
O, 17.2797, 6.5121, 15.8363, -0.0304, -0.0708, 0.0091
O, 13.0399, 6.5561, 21.3954, 0.0002, 0.0363, -0.0787
O, 3.2779, 0.6126, 21.1978, 0.0055, -0.0327, -0.0871
O, 1.0151, 3.6628, 11.4967, 0.2139, -0.1408, 0.2106
O, 7.2311, -0.1705, 20.0924, 0.0154, 0.0053, -0.0884
O, 8.1652, 1.3403, 21.8678, 0.0157, 0.0184, -0.0695
O, -1.6263, 8.8522, 19.2975, 0.0294, -0.0011, -0.0549
O, 2.7902, 9.0123, 20.8923, -0.0102, -0.012, -0.0568
O, 12.2268, 0.1657, 19.6656, -0.0447, 0.0277, -0.0791
O, 6.0718, 9.5793, 8.7109, 0.18, 0.1566, 0.0092
O, 8.559, 7.4868, 10.9613, 0.047, -0.0212, 0.084
O, 8.8726, 0.8046, 13.3147, -0.0937, 0.1105, 0.1715
O, 7.4551, 11.4989, 15.6694, 0.0053, 0.0719, -0.0967
O, 6.5496, 3.1537, 10.7924, -0.8076, -0.0015, 0.6442
O, 2.6359, -0.4299, 16.4599, -0.0161, -0.0362, 0.0143
O, 3.6622, 14.364, 10.9364, 0.891, -0.2865, 0.1266
O, -6.7163, 5.5852, 17.1711, 0.0638, -0.0316, -0.0885
O, 11.1604, 7.4563, 14.8197, 0.0062, -0.0092, 0.022
O, 4.0254, 9.6903, 10.4263, -0.0244, 0.2917, 0.1425
O, 3.4928, 8.0875, 17.0396, 0.0057, 0.0213, -0.0677
O, 10.1256, 5.1134, 15.6637, -0.0766, -0.0811, -0.0812
O, 10.3006, 2.8006, 21.572, -0.0317, 0.0062, -0.0887
O, 5.2924, 15.1899, 12.9905, 0.2389, -0.5716, -0.764
O, 4.8395, 7.1455, 21.251, 0.006, -0.0286, -0.0721
O, 11.0357, 2.642, 19.0988, -0.0108, 0.0227, -0.029
O, 9.0747, 2.6421, 15.2258, -0.1035, 0.0051, -0.0874
O, 3.7096, -0.743, 18.8194, -0.0086, -0.0022, -0.0776
O, 5.5986, 1.655, 21.5893, 0.0304, -0.0239, -0.0809
O, 5.2673, 10.1363, 16.6843, 0.0521, -0.0052, -0.044
O, 7.8048, 1.1013, 10.7889, -0.3338, 0.2223, 0.3319
O, 9.597, 0.4975, 19.1571, -0.0041, -0.0132, -0.0531
O, 17.6417, 4.7334, 17.9654, -0.0219, -0.0311, -0.0856
O, 7.6039, 6.4928, 22.0538, -0.0646, 0.004, -0.0767
O, -5.895, -2.6762, 14.1561, 0.0599, -0.0308, 0.0431
O, 7.2976, -3.607, 13.3053, -0.0451, 0.0103, 0.0954
O, 11.3668, -0.8156, 15.0955, -0.0025, -0.0196, -0.0081
O, 10.2737, 7.0562, 21.5198, 0.0636, -0.0393, -0.0854
O, 9.1683, 3.5284, 10.9083, 0.2978, 0.0061, 0.0862
O, 8.8287, -6.6826, 19.7045, 0.0039, 0.0052, -0.0627
O, 0.4735, 11.859, 17.2011, -0.015, -0.0229, 0.0184
O, 16.6015, 3.9738, 15.6244, 0.088, -0.0407, -0.3527
O, 11.1277, -1.8998, 12.7071, 0.0023, 0.0214, 0.075
O, 11.3067, 4.9105, 20.3452, -0.0221, 0.0002, -0.0827
O, 0.0342, 8.3339, 10.2495, -0.0522, -0.0559, 0.0989
O, 10.5521, 5.8217, 11.2935, -0.0064, 0.0074, 0.0393
O, 9.9726, -0.2257, 11.1026, -0.0433, 0.0128, 0.0677
O, 14.2458, 6.4531, 14.8054, 0.0419, -0.0201, 0.0327
O, 7.2653, 8.9132, 15.39, -0.0297, -0.0235, -0.0003

Results
free energy: -133975.353 eV
free energy less fixed offsets of O -569.03, Si -635.61 eV per atom: -0.193 eV

The program warned: the cutoff lies below the one the program advises for these potential files; the exchange-correlation potential is rough where the density is thin.
